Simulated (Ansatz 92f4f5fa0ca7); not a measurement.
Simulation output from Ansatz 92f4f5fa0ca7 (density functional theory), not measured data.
Periodic cell of 225 atoms, Si132O91B2, from a study of silicon, its oxide and their interface. The atomic structure is a simulated model.

Settings
functional: PBE
potential files: Ansatz PAW
basis: plane waves
wave-function cutoff: 700 eV
density cutoff ratio: 5
exchange-correlation grid ratio: 1
k mesh: 2 x 2 x 1, shifted by 0.5 0.5 0.5 of a step
self-consistency stop: 5e-08 eV per atom in the density residual
occupations: fixed
spin: none
net charge: 0

Cell vectors (angstrom)
a  10.938  0  0
b  0  10.938  0
c  0  0  31.9494

Atoms and the computed forces on them: element, x, y, z (angstrom), force x, y, z (eV/angstrom)
Si  10.6288  0.0035  24.4047  -0.0075  0.0027  -0.0245
Si  5.0786  0.1331  24.6435  -0.0248  -0.0097  -0.0179
Si  2.8187  2.2997  24.5176  0.0087  -0.0071  -0.0226
Si  8.5704  2.438  24.5507  0.0165  0.0095  -0.0145
Si  10.7099  5.592  24.3186  -0.0145  -0.0122  -0.0272
Si  5.1585  5.6145  24.4383  -0.0025  -0.0035  -0.0236
Si  2.9885  7.9547  24.3908  0.0206  0.007  -0.0291
Si  8.4184  7.8353  24.4052  0.0079  0.0062  -0.0307
Si  1.2931  1.135  25.8298  -0.0156  -0.0025  -0.0113
Si  6.8161  1.3307  25.7314  0.0051  -0.0112  0.0036
Si  3.9855  4.0141  25.7245  0.0106  -0.0041  -0.0121
Si  9.6879  4.0281  25.8365  0.0131  0.0197  -0.0065
Si  1.3397  6.7957  25.6594  0.0039  -0.0103  0.0212
Si  6.8063  6.7232  25.7404  0.0084  0.0219  0.0163
Si  4.0062  9.472  25.9357  -0.0349  0.0023  -0.0219
Si  9.4852  9.4449  25.7921  0.0128  0.003  0.0021
Si  2.6413  -0.1309  27.2765  -0.0021  0.0122  0.0046
Si  8.1394  -0.0653  27.1398  0.0051  -0.0008  -0.0064
Si  0.0753  2.6598  27.199  -0.0089  0.0036  -0.0003
Si  5.4524  2.7226  27.1072  0.0034  -0.0009  -0.0061
Si  2.6666  5.4179  27.1043  0.0037  -0.0036  0.0014
Si  8.1929  5.3705  27.1279  0.0015  0.0192  -0.0097
Si  0.0109  8.1524  27.124  0.0186  -0.0022  -0.0043
Si  5.5116  8.1447  27.1683  0.0061  -0.012  -0.0103
Si  4.0865  1.3298  28.4952  0.0034  0.0132  -0.0227
Si  9.5413  1.3277  28.499  -0.0077  -0.0114  -0.0123
Si  1.3864  4.0661  28.5597  -0.0027  -0.0012  -0.0229
Si  6.8103  4.0621  28.5227  -0.0088  -0.0087  -0.0157
Si  4.086  6.7801  28.4813  -0.0127  -0.0063  -0.0069
Si  9.5569  6.7837  28.481  -0.0012  0.0028  0.0006
Si  1.2978  9.4818  28.6164  -0.0181  -0.0129  -0.0228
Si  6.8252  9.5334  28.5584  -0.0066  -0.0006  -0.0161
Si  -0.0288  -0.004  29.9113  -0.0067  0.0097  -0.012
Si  5.4636  -0.0056  29.8933  -0.0053  0.0033  0.0047
Si  2.7644  2.7142  29.9019  0.0103  -0.0075  0.001
Si  8.1981  2.7191  29.886  0.0131  -0.01  0.0021
Si  -0.0023  5.455  29.888  -0.0055  0.0102  0.0008
Si  5.4632  5.4559  29.8859  -0.0015  0.0057  0.006
Si  2.7542  8.1599  29.9031  0.0149  -0.0136  -0.0062
Si  8.2253  8.1785  29.8883  0.0133  -0.008  -0.0015
Si  1.3673  1.3673  31.2657  0.0575  0.005  -0.0855
Si  6.8362  1.3673  31.2657  0.0245  -0.056  -0.0198
Si  4.1018  4.1018  31.2657  0.089  -0.0691  0.039
Si  9.5708  4.1018  31.2657  -0.0513  -0.0889  -0.0747
Si  1.3673  6.8362  31.2657  -0.0108  -0.1931  0.035
Si  6.8362  6.8362  31.2657  0.0322  -0.0454  -0.1435
Si  4.1018  9.5708  31.2657  -0.0023  -0.0289  -0.0309
Si  9.5708  9.5708  31.2657  -0.1571  -0.1227  0.111
Si  2.7345  0  0.6835  -0.0388  0.0608  -0.0121
Si  8.2035  0  0.6835  -0.0062  0.0569  -0.134
Si  0  2.7345  0.6835  0.1017  0.1038  0.0677
Si  5.469  2.7345  0.6835  -0.123  0.1186  0.1054
Si  2.7345  5.469  0.6835  -0.0572  -0.1147  -0.013
Si  8.2035  5.469  0.6835  -0.0181  0.2091  0.0006
Si  0  8.2035  0.6835  0.0098  0.0987  0.1149
Si  5.469  8.2035  0.6835  0.142  0.1105  0.101
Si  4.0754  1.3887  2.0664  -0.0087  -0.0048  0.0057
Si  9.5907  1.3548  2.0428  0.0078  -0.012  -0.0026
Si  1.3649  4.123  2.0734  -0.001  0.0019  0.0021
Si  6.8218  4.138  2.0385  -0.0124  0.0107  -0.0022
Si  4.0909  6.8444  2.0394  0.0008  -0.0104  -0.0051
Si  9.5633  6.8566  2.0734  0.0009  0.0009  0.0041
Si  1.3639  9.5977  2.0558  -0.0161  0.0158  -0.0069
Si  6.8441  9.6078  2.0539  0.0063  0.0045  0.0077
Si  0.0324  0.0377  3.4671  0.0085  -0.0007  -0.0156
Si  5.4748  0.0438  3.4162  0.0093  0.0068  0.009
Si  2.6938  2.7399  3.4719  0.0032  -0.002  0.0029
Si  8.2452  2.7882  3.3302  0.0037  0.0121  0.015
Si  0.0316  5.5301  3.4567  0.0038  0.0014  -0.006
Si  5.4726  5.5267  3.4252  0.003  0.0069  0.0308
Si  2.7445  8.2371  3.3925  0.006  -0.0079  0.0099
Si  8.2753  8.3268  3.4402  0.014  0.0048  0.0005
Si  1.3199  1.4021  4.9236  -0.0112  0.0112  0.0112
Si  6.8885  1.4698  4.6876  0.0066  -0.0114  0.0157
Si  4.0779  4.1426  4.7734  0.0065  0.0047  0.0021
Si  9.6012  4.0951  4.7483  0.015  -0.027  0.0133
Si  1.3635  6.982  4.83  -0.0099  0.0163  0.0067
Si  6.8353  7.0086  4.7207  -0.0254  0.0009  -0.0053
Si  4.1066  9.5858  4.7584  -0.0144  0.0039  0.0087
Si  9.69  9.6302  4.9185  0.0076  -0.019  0.0024
Si  2.7265  -0.0687  6.1859  -0.0067  -0.0275  0.0083
Si  8.315  0.2182  6.0999  0.0067  0.026  0.0131
Si  -0.1447  2.7272  6.3505  -0.0179  -0.0001  -0.0333
Si  5.5485  2.8266  6.0881  0.0015  0.0109  -0.0043
Si  2.6975  5.5467  6.1115  0.0199  0.0121  0.0269
Si  8.3043  5.6549  5.9181  -0.0125  -0.0035  0.0296
Si  0.2251  8.4009  6.4543  -0.0034  -0.0195  -0.0272
Si  5.4956  8.3268  6.2118  -0.0033  -0.0209  0.0016
Si  4.4061  1.1535  7.3036  -0.0096  -0.0291  0.0472
B  9.2212  1.6675  7.2699  -0.0504  -0.0225  0.0501
Si  1.1021  4.4486  7.4831  0.007  0.0239  0.0273
Si  6.6819  4.6074  7.2116  0.0028  0.0217  -0.004
Si  4.2772  6.6879  7.4802  -0.0057  -0.0205  -0.0112
Si  9.7962  6.688  7.4697  -0.0324  -0.0397  0.017
B  1.8278  9.4846  7.4656  0.0785  0.0243  0.074
Si  6.7386  10.0096  7.397  0.0085  0.0349  0.0338
O  9.5864  1.2413  23.9656  0.0051  -0.0071  -0.0306
O  4.1064  6.8038  23.929  -0.0089  0.0118  -0.0261
O  4.0111  1.2485  24.0163  -0.0047  -0.0024  -0.0301
O  9.5393  6.7076  23.8797  0.0063  -0.0011  -0.0218
O  -0.0411  5.5485  8.0082  -0.0001  0.0044  0.0249
O  5.5643  0.1298  7.9215  0.0057  0.0014  0.0208
O  5.4934  5.6131  7.7462  -0.0027  0.0143  0.0555
O  7.5626  4.3319  8.573  -0.0092  -0.0244  0.0097
O  8.7584  7.1069  8.7086  0.0255  0.0229  0.0004
O  2.3513  9.2658  8.7101  -0.045  -0.0043  -0.0524
O  8.6107  1.9345  8.4632  0.0272  0.029  -0.0102
O  7.6299  9.5227  8.705  -0.0197  -0.0185  -0.0021
O  3.5691  1.8037  8.558  0.0214  0.0139  -0.0012
O  3.6415  7.0766  8.9821  0.0172  0.0194  -0.0007
O  2.0124  3.9805  8.7909  -0.0062  -0.0198  -0.0005
O  8.1387  3.4851  23.3411  -0.0279  -0.0286  -0.0188
O  0.452  4.937  22.9326  -0.0162  -0.0069  0.0137
O  1.8966  2.744  23.2262  0.0105  0.0163  -0.0052
O  5.8279  4.9018  23.1044  0.0089  0.0031  0.0021
O  5.5263  10.0122  23.468  0.0313  0.0272  -0.0145
O  2.4424  8.6849  23.0019  -0.0104  -0.0164  0.0118
O  0.1919  10.0688  23.069  0.0175  0.016  0.0046
O  7.7838  8.58  23.0635  -0.0075  -0.01  0.0058
Si  8.6597  7.6878  18.4147  -0.0004  -0.0016  -0.0007
Si  8.7912  6.3211  13.5523  -0.005  -0.0005  0.014
Si  3.7948  1.5338  14.7062  -0.0049  -0.0022  0.0031
Si  2.1246  5.7449  17.6004  0.0029  0.002  -0.0057
Si  2.4217  3.1419  19.4696  0.0065  0.0067  0.007
Si  9.8162  9.0289  12.0578  0.0024  -0.0015  -0.0037
Si  1.3298  9.4182  22.0593  -0.0026  0.0055  0.0008
Si  9.1696  0.9492  13.1945  0.0015  -0.0008  0.0011
Si  1.4601  5.058  12.9596  0.0015  -0.0028  0.001
Si  1.8083  8.2812  12.7466  0.0001  0.0013  0.0089
Si  6.6561  9.5596  22.4033  -0.0071  0.0136  0.01
Si  4.5217  4.5989  15.6779  0  0.0033  0.0013
Si  8.1549  3.1576  9.4869  -0.002  0.0099  0.0022
Si  0.8389  8.2475  19.2382  -0.0044  -0.003  0.0021
Si  6.9581  1.3495  21.0604  -0.0026  -0.0001  0.0104
Si  8.2563  8.3501  9.641  0.0013  -0.0031  -0.0085
Si  10.9105  5.1764  15.5547  0.0006  0.003  0.003
Si  7.5697  9.4685  16.2839  0.0003  -0.0051  -0.0007
Si  9.935  2.0664  20.264  -0.0039  0.0008  0.0037
Si  3.2831  8.433  9.8309  0.022  -0.0181  0.0134
Si  6.7006  3.3524  17.381  -0.0004  -0.0019  -0.0004
Si  1.1668  0.2095  19.783  -0.0047  -0.0034  0.0088
Si  3.2438  2.7951  12.2497  -0.0015  -0.0048  -0.0029
Si  7.2193  5.3901  19.6662  0.0033  -0.0024  0.0072
Si  5.7754  8.6549  11.5062  0.002  0.0017  0.0005
Si  5.7814  6.0515  13.1522  -0.0012  0.0011  0.0032
Si  4.6396  9.6983  17.592  -0.0083  -0.0005  0.0089
Si  1.0243  3.6024  22.1534  0.0065  -0.0054  0.0073
Si  4.9057  1.4815  18.768  0.0019  -0.001  0.0037
Si  3.1581  3.0625  9.4782  0.0041  -0.0027  -0.0094
Si  6.4464  10.8027  13.7653  -0.0002  -0.0001  -0.0008
Si  10.3567  0.0814  15.9528  0.0057  0.0089  -0.0003
Si  5.6386  3.6494  11.0855  -0.0035  -0.0033  -0.0033
Si  9.8617  3.8519  11.8605  0.0017  -0.0006  -0.0109
Si  2.3547  9.911  15.5024  0.0039  -0.0009  -0.002
Si  6.0786  8.1217  19.775  -0.0077  0.001  0.0089
Si  6.9327  3.9675  22.3593  0.0001  -0.0097  0.009
Si  9.7654  2.7568  17.3257  0.0014  0.0001  0.0032
O  7.2044  6.339  13.9087  -0.0085  -0.004  -0.0215
O  1.8782  7.0596  18.646  -0.0125  0.0061  0.0061
O  10.3371  3.9672  16.4369  0.0057  0.0009  0.0008
O  6.1733  9.9416  17.0212  0  -0.0052  0.0016
O  10.1523  0.6764  14.4545  -0.0177  -0.0067  0.0085
O  8.4534  6.109  18.8442  -0.0273  0.0189  0.007
O  5.1668  0.6711  14.4056  -0.0052  -0.005  -0.0101
O  5.7336  2.0514  17.4916  0.0027  0.0079  0.0245
O  8.349  1.9505  20.5122  -0.0017  -0.0058  0.0028
O  1.9933  4.299  18.3826  -0.0004  0.0016  0.0088
O  6.9504  2.8126  10.5487  -0.0029  0.0179  0.0046
O  4.8779  2.6733  12.1498  -0.0132  0.0257  -0.0231
O  6.0213  4.3984  16.3255  -0.0184  -0.0159  0.0086
O  4.5247  3.9117  9.8869  -0.0118  -0.0345  0.0259
O  10.6911  2.7878  21.52  0.0079  -0.0005  -0.0169
O  9.7294  6.0923  14.8833  0.003  -0.0188  -0.0187
O  6.0103  6.4854  19.8127  0.033  0.0073  -0.0087
O  4.0922  0.1693  18.2388  0.0231  -0.0224  -0.0047
O  9.2432  10.5451  12.2595  0.0109  0.0063  0.0195
O  2.8849  4.3514  12.633  -0.0107  -0.0195  -0.001
O  1.911  10.6999  21.1892  -0.0306  -0.0193  -0.0144
O  3.9992  2.7207  19.3452  0.0053  -0.0052  -0.0073
O  0.7418  10.0119  15.9271  -0.011  -0.0017  -0.0056
O  1.2743  9.8051  18.8121  -0.0006  -0.0067  0.0238
O  1.7185  1.6624  19.2524  -0.0051  0.0033  -0.0031
O  8.9466  10.348  16.4655  -0.0018  0.0021  -0.0186
O  4.8734  8.5821  18.7674  0.0063  0.0123  0.0035
O  9.607  8.782  10.4578  -0.0163  -0.0063  0.0184
O  6.7509  4.0852  18.8316  0.0046  0.0027  -0.0179
O  2.8473  1.7204  13.3773  0.0166  0.0184  -0.0083
O  5.8377  8.7705  21.2403  0.0221  -0.0033  -0.0121
O  2.5261  2.4155  10.844  0.0317  0.0288  0.0076
O  7.6111  4.8478  21.1552  -0.0213  0.0005  -0.0028
O  5.215  7.4644  12.5073  0.0238  -0.0011  -0.0094
O  0.4247  9.0806  12.5078  -0.0056  -0.0173  -0.0068
O  7.577  1.0444  13.5675  0.0071  -0.0214  0.0077
O  7.1051  9.6097  14.7118  0.0069  0.0247  -0.0093
O  8.9702  5.0215  12.5682  0.0234  -0.0045  0.0065
O  8.0887  8.0048  16.8808  -0.0047  0.0026  0.0158
O  6.2176  2.569  21.8742  0.022  0.0082  -0.0118
O  2.4832  9.0661  14.055  -0.0126  -0.0036  0.0068
O  0.4363  4.4627  11.8334  -0.0008  -0.0007  0.0174
O  0.8124  8.3168  20.91  0.0152  0.0222  -0.0112
O  9.4623  3.6544  10.2948  -0.0248  -0.0119  0.0124
O  9.665  2.3756  12.5556  -0.0177  0.0047  -0.0041
O  7.6214  8.5604  19.3579  -0.0036  -0.0296  -0.0084
O  2.5024  8.289  11.2539  -0.0059  -0.0003  -0.0123
O  3.9833  3.052  15.3468  0.001  0.0054  -0.0127
O  0.9137  4.5227  14.3968  -0.0068  0.0257  -0.0065
O  10.0602  2.9991  18.9155  -0.0048  -0.013  -0.0103
O  9.1539  7.7808  12.8988  0.0002  -0.0069  -0.0121
O  10.5152  0.5432  20.0545  0.012  0.0174  0.0006
O  6.0077  5.0249  11.882  -0.0122  -0.0039  0.0101
O  8.1636  2.7642  16.9757  -0.001  0.0089  0.0195
O  3.5155  5.4779  16.6849  0.0006  -0.0069  -0.0127
O  4.7081  9.0857  10.3202  0.0104  -0.0161  0.0066
O  1.5873  6.6834  13.0513  0.004  0.0012  -0.003
O  4.7616  5.4828  14.3083  0.0115  -0.0059  0.0005
O  2.0583  3.8502  20.9025  -0.0119  -0.0159  -0.009
O  10.5397  1.3672  16.9431  -0.0084  0.0079  -0.0068
O  0.916  6.0593  16.5409  0.0041  -0.0218  -0.0142
O  7.3502  10.9485  21.8982  -0.0133  -0.0112  -0.0121
O  5.9345  0.9097  19.8879  0.0035  0.019  -0.0054
O  6.0597  10.0186  12.3743  -0.0011  -0.0122  0.0066
O  2.8407  0.539  15.567  0.0077  0.0005  0.001
O  7.0997  8.0193  10.7624  -0.0106  0.0201  -0.005
O  10.2432  8.017  18.6601  0.0091  -0.0012  0.0118
O  3.4578  9.1898  16.5363  0.0053  0.0156  0.0024

Results
free energy: -135996.156 eV
free energy less fixed offsets of B -155.45, O -569.03, Si -635.61 eV per atom: -3.006 eV

The program warned: the cutoff lies below the one the program advises for these potential files; the exchange-correlation potential is rough where the density is thin.
